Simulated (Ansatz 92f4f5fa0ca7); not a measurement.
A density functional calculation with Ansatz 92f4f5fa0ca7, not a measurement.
Periodic cell of 221 atoms, Si132O88H1, from a study of silicon, its oxide and their interface. The atomic structure is a simulated model.
Doubt: the cutoff is far below the 930 eV that the study's wrapper takes by default for these files, so forces and energies are approximate.
This geometry differs little from another in the collection (a relaxation step or a small displacement).

Settings
functional: PBE
potential files: Ansatz PAW
basis: plane waves
wave-function cutoff: 580 eV
density cutoff ratio: 5
exchange-correlation grid ratio: 1
k mesh: 1 x 1 x 1, Gamma-centred
self-consistency stop: 5e-08 eV per atom in the density residual
occupations: fixed
spin: none
net charge: +1 e, with a uniform compensating background and no finite-size correction

Cell vectors (angstrom)
a, 10.938, 0, 0
b, 0, 10.938, 0
c, 0, 0, 32.3005

Atoms: element, x, y, z (angstrom)
Si, -0.1234, 0.193, 24.7608
Si, 5.6844, -0.28, 24.7321
Si, 2.4233, 2.9948, 24.9122
Si, 8.5379, 2.441, 24.5921
Si, 0.1799, 5.2179, 24.9394
Si, 5.2892, 5.8285, 24.8854
Si, 2.9278, 7.9462, 24.857
Si, 7.8926, 8.4019, 24.9892
Si, 1.3338, 1.3726, 26.1967
Si, 6.8576, 1.3762, 25.9767
Si, 4.1281, 4.1281, 26.0965
Si, 9.511, 4.0276, 26.1264
Si, 1.3658, 6.8122, 26.2022
Si, 6.7766, 6.8843, 26.3393
Si, 4.0715, 9.5901, 26.114
Si, 9.6032, 9.5775, 26.1039
Si, 2.7299, 0.0089, 27.5088
Si, 8.2055, 0.0213, 27.4638
Si, -0.0352, 2.7347, 27.5464
Si, 5.4963, 2.7252, 27.4391
Si, 2.7615, 5.4511, 27.5351
Si, 8.203, 5.4469, 27.5215
Si, -0.0043, 8.212, 27.5087
Si, 5.3951, 8.2684, 27.5876
Si, 4.1018, 1.3673, 28.8823
Si, 9.5708, 1.3673, 28.8823
Si, 1.3673, 4.1018, 28.8823
Si, 6.8362, 4.1018, 28.8823
Si, 4.1018, 6.8362, 28.8823
Si, 9.5708, 6.8362, 28.8823
Si, 1.3673, 9.5708, 28.8823
Si, 6.8362, 9.5708, 28.8823
Si, 0, 0, 30.2495
Si, 5.469, 0, 30.2495
Si, 2.7345, 2.7345, 30.2495
Si, 8.2035, 2.7345, 30.2495
Si, 0, 5.469, 30.2495
Si, 5.469, 5.469, 30.2495
Si, 2.7345, 8.2035, 30.2495
Si, 8.2035, 8.2035, 30.2495
Si, 1.3673, 1.3673, 31.6168
Si, 6.8362, 1.3673, 31.6168
Si, 4.1018, 4.1018, 31.6168
Si, 9.5708, 4.1018, 31.6168
Si, 1.3673, 6.8362, 31.6168
Si, 6.8362, 6.8362, 31.6168
Si, 4.1018, 9.5708, 31.6168
Si, 9.5708, 9.5708, 31.6168
Si, 2.7345, 0, 0.6835
Si, 8.2035, 0, 0.6835
Si, 0, 2.7345, 0.6835
Si, 5.469, 2.7345, 0.6835
Si, 2.7345, 5.469, 0.6835
Si, 8.2035, 5.469, 0.6835
Si, 0, 8.2035, 0.6835
Si, 5.469, 8.2035, 0.6835
Si, 4.1018, 1.3673, 2.0507
Si, 9.5708, 1.3673, 2.0507
Si, 1.3673, 4.1018, 2.0507
Si, 6.8362, 4.1018, 2.0507
Si, 4.1018, 6.8362, 2.0507
Si, 9.5708, 6.8362, 2.0507
Si, 1.3673, 9.5708, 2.0507
Si, 6.8362, 9.5708, 2.0507
Si, 0, 0, 3.418
Si, 5.469, 0, 3.418
Si, 2.7345, 2.7345, 3.418
Si, 8.2035, 2.7345, 3.418
Si, 0, 5.469, 3.418
Si, 5.469, 5.469, 3.418
Si, 2.7345, 8.2035, 3.418
Si, 8.2035, 8.2035, 3.418
Si, 1.4156, 1.3435, 4.7937
Si, 6.8072, 1.4159, 4.7822
Si, 4.0801, 4.115, 4.8019
Si, 9.5883, 4.0819, 4.8118
Si, 1.3831, 6.8102, 4.8163
Si, 6.8625, 6.8183, 4.7427
Si, 4.0707, 9.6021, 4.7908
Si, 9.6165, 9.5203, 4.736
Si, 2.7451, -0.0148, 6.2662
Si, 8.277, 0.0484, 5.9981
Si, 0.0998, 2.7597, 6.156
Si, 5.4566, 2.7797, 6.2066
Si, 2.7129, 5.4518, 6.2456
Si, 8.1908, 5.4402, 6.1585
Si, 0.0229, 8.1685, 6.1851
Si, 5.4561, 8.2053, 6.0513
Si, 3.857, 1.6671, 7.5305
Si, 9.9419, 1.0558, 7.2982
Si, 1.5699, 3.8871, 7.672
Si, 6.5762, 4.3983, 7.5318
Si, 4.3542, 6.6517, 7.4251
Si, 9.267, 7.0914, 7.4294
Si, 1.1659, 9.6892, 7.5851
Si, 7.1004, 9.3977, 7.1871
O, 1.3212, 4.1363, 24.4284
O, 6.8369, 9.5254, 24.4014
O, 2.7093, 2.7432, 8.0607
O, 8.1655, 8.2777, 7.6983
O, 5.4642, 5.5501, 7.9582
O, 0.0191, -0.0947, 7.952
O, 4.1105, 6.8883, 24.3968
O, 9.684, 1.2933, 24.278
O, 1.6725, 8.969, 9.0141
O, 0.8965, 4.4038, 9.1108
O, 9.2593, 1.7971, 8.6114
O, 6.6509, 10.0209, 8.7029
O, 4.5916, 1.1577, 8.9298
O, 3.7787, 7.3729, 8.7776
O, 7.1768, 3.855, 8.9651
O, 9.5563, 6.6729, 8.981
O, 2.9066, 2.267, 23.5125
O, 5.0992, 0.1727, 23.2657
O, 8.1595, 2.99, 23.0817
O, 10.369, 5.7683, 23.5885
O, 8.2978, 7.4866, 23.7002
O, 2.2615, 8.4842, 23.4543
O, 6.1677, 5.4628, 23.5279
O, 0.6398, 10.5809, 23.3949
Si, 3.0467, 8.4297, 9.761
Si, 7.5287, 3.9699, 10.5502
Si, -1.1869, 3.8703, 15.9058
Si, 3.3824, 2.9548, 22.1144
Si, 7.0276, 0.6616, 19.7655
Si, 12.3046, -5.7568, 17.4687
Si, 2.6847, 9.4776, 20.2578
Si, 9.2707, 6.3109, 14.8223
Si, 2.6517, 11.1656, 17.6649
Si, -2.1145, 9.8851, 17.8024
Si, 4.7524, 0.369, 21.6889
Si, 9.3701, 12.4652, 10.1959
Si, 4.4421, 11.2412, 10.2958
Si, 3.3373, 1.7403, 12.8456
Si, 9.051, 8.5131, 12.9066
Si, 0.9874, 9.1447, 22.6764
Si, -0.14, 0.8953, 16.4385
Si, -1.1608, 0.2603, 13.8719
Si, 0.336, 13.1043, 12.1448
Si, 5.5796, 5.0519, 22.0594
Si, 6.8764, 4.8906, 15.3525
Si, 5.273, 4.2629, 12.7287
Si, 4.584, 11.2696, 15.4276
Si, 4.0972, 6.6707, 20.0394
Si, 4.3919, 5.1094, 17.3445
Si, -0.8078, 7.0457, 17.8384
Si, 4.9623, 12.9911, 17.8272
Si, 3.1036, 6.3273, 12.0957
Si, 7.9159, 3.1273, 21.4643
Si, 9.5913, 7.0041, 22.8735
Si, 9.6763, 5.4303, 20.4097
Si, 11.8449, 4.853, 10.7033
Si, -3.5394, 9.962, 14.9613
Si, 1.7226, 4.6767, 20.354
Si, 7.1583, 10.5245, 10.1152
Si, 9.3821, 6.5405, 10.5852
O, 8.3022, 5.3594, 10.9146
O, 9.8974, -1.0233, 12.8433
O, 19.4205, 13.6184, 10.92
O, 2.7957, 5.8655, 20.5651
O, -2.8532, 4.0428, 16.176
O, -4.7222, 15.0643, 14.0582
O, 0.3093, 5.3153, 20.7938
O, 3.5529, 11.9897, 11.3865
O, -1.0907, 7.3521, 13.7242
O, -0.0375, 6.1492, 11.0286
O, 1.6807, 4.2736, 18.7818
O, 7.8787, 1.6601, 20.7433
O, 3.8836, 0.7913, 14.0327
O, 2.2565, 10.0569, 18.7844
O, 1.3059, 9.1539, 21.0724
O, 10.8987, 1.371, 10.7384
O, 9.8423, 0.1828, 17.5283
O, 9.6998, 8.5689, 18.2506
O, 4.4332, 1.9435, 21.398
O, 2.9671, 18.6631, 11.2297
O, 6.5461, 3.9962, 21.2914
O, 9.058, 3.9487, 20.6428
O, 3.7161, 8.2428, 20.0232
O, 0.8239, 6.7135, 17.8205
O, 3.4119, -0.4216, 21.2663
O, 1.346, 11.9662, 17.0798
O, 1.7151, 12.7796, 12.9252
O, 0.3114, 3.7191, 11.7094
O, 9.915, 4.8102, 14.5518
O, 2.4373, 16.1194, 11.1244
O, -14.2392, 6.2039, 14.7364
O, 5.9738, 11.1215, 10.9865
O, -2.6875, 11.2829, 14.4708
O, 10.8611, 10.9329, 15.0679
O, 5.5989, 5.3621, 16.2657
O, 4.5053, 6.229, 18.5177
O, 13.7827, 5.2252, 16.6795
O, 9.0296, 6.5244, 21.4263
O, 3.482, 10.5201, 16.3892
O, -0.3541, 8.2677, 22.8112
O, 5.3203, 6.3364, 21.0756
O, 5.8066, -0.6799, 15.0491
O, 2.0977, 3.3273, 21.1824
O, -3.2758, 8.8611, 13.7412
O, 2.2928, 6.62, 13.4782
O, 3.6378, 1.2954, 18.4038
O, 4.1642, 4.3367, 22.4347
O, 5.9635, -0.1201, 20.7205
O, -1.3401, 6.8315, 16.3214
O, 0.0812, 4.4366, 16.796
O, -0.8657, 1.6859, 13.1393
O, 4.6141, 5.7541, 12.4671
O, -1.4934, 5.9765, 18.8823
O, 4.0414, 14.1367, 12.897
O, 6.2895, 1.5899, 18.6362
O, -2.9867, 9.516, 16.4446
O, 10.0806, 2.287, 15.954
O, 8.8491, 7.9152, 11.3683
O, 15.6287, 3.6414, 17.9809
O, 3.9796, 9.7437, 9.9741
O, 8.6291, 0.0411, 10.4541
O, 6.1683, 3.8566, 11.4258
O, 7.8845, -0.5212, 19.0289
O, 5.1456, 12.5856, 16.2376
H, 2.6134, 6.1947, 14.2895

Results
free energy: -133981.645 eV
free energy less fixed offsets of H -15.97, O -568.88, Si -635.61 eV per atom: -3.715 eV

Forces (eV/angstrom), in the order of the atoms: element, x, y, z
Si, -0.0231, 0.0386, 0.0365
Si, 0.0206, -0.0282, 0.0672
Si, -0.0293, 0.031, 0.0444
Si, 0.0192, -0.0322, 0.0907
Si, 0.0311, -0.039, 0.0506
Si, -0.0336, 0.0102, 0.052
Si, 0.0445, -0.0079, 0.0645
Si, -0.0505, 0.0511, 0.0181
Si, -0.0145, 0.0147, -0.019
Si, 0.0113, -0.0166, -0.0425
Si, -0.0141, 0.0136, -0.0311
Si, 0.0266, -0.013, -0.0295
Si, 0.0019, -0.0194, -0.0357
Si, -0.0289, 0.0266, -0.0118
Si, 0.0164, -0.0082, -0.0263
Si, -0.0035, 0.007, -0.0327
Si, 0.003, -0.0017, -0.003
Si, -0.0101, -0.0018, 0.0259
Si, 0.0009, 0.0029, 0.0109
Si, -0.0038, 0.0067, 0.01
Si, -0.0019, -0.0071, 0.0081
Si, -0.0132, -0.011, 0.0137
Si, 0.0003, 0.0025, 0.0067
Si, 0.015, -0.0021, -0.0007
Si, 0.2241, 0.0812, -0.3107
Si, -0.2494, -0.1247, 0.1455
Si, -0.0233, -0.0276, 0.0897
Si, -0.0768, -0.2259, -0.1138
Si, -0.2408, 0.0164, 0.433
Si, 0.0549, -0.0717, -0.0823
Si, 0.0156, 0.0042, -0.0304
Si, 0.0893, 0.3844, 0.0328
Si, -0.0446, -0.0039, -0.0297
Si, 0.1237, 0.0478, 0.014
Si, -0.0285, 0.0384, -0.0314
Si, -0.0127, -0.0808, 0.0003
Si, 0.0679, 0.0368, 0.0086
Si, -0.0273, 0.036, -0.0383
Si, -0.0188, -0.123, 0.0276
Si, -0.0341, 0.0014, -0.0515
Si, 0.0064, -0.0422, -0.0099
Si, -0.0366, 0.055, -0.0091
Si, 0.0147, 0.0067, -0.0101
Si, -0.0422, -0.0142, -0.0356
Si, -0.0328, 0.0548, 0.0011
Si, 0.0227, -0.0144, -0.0139
Si, -0.0169, 0.0068, -0.0363
Si, 0.0327, -0.0277, -0.0139
Si, 0.0348, -0.0212, 0.0226
Si, -0.02, 0.0105, 0.0029
Si, 0.0089, 0.0389, 0.0116
Si, 0.0389, -0.0509, 0.0143
Si, -0.0116, 0.0252, 0.0145
Si, 0.0287, 0.0205, 0.0236
Si, -0.0003, -0.0402, 0.0226
Si, -0.0297, 0.0048, 0.0094
Si, 0.0112, 0.0882, -0.021
Si, -0.0091, -0.0472, 0.036
Si, -0.0289, -0.0486, 0.0423
Si, -0.0132, 0.0201, -0.0103
Si, 0.0583, -0.0062, 0.0252
Si, -0.0471, 0.0348, -0.013
Si, -0.0324, 0.0103, -0.019
Si, 0.0495, -0.0134, 0.0473
Si, 0.2562, 0.0555, -0.1057
Si, -0.1088, 0.1421, 0.0722
Si, 0.1932, -0.0937, -0.0432
Si, 0.0347, 0.1572, 0.0109
Si, -0.0099, -0.0215, 0.1833
Si, -0.1434, -0.0481, -0.0839
Si, -0.1149, -0.0198, 0.1518
Si, 0.1234, -0.1551, -0.3879
Si, -0.0075, 0.0012, -0.0117
Si, 0.0038, -0.0014, 0.0137
Si, -0.0039, -0.018, 0.0007
Si, -0.0079, -0.0041, -0.0212
Si, -0.0136, -0.0074, 0.0297
Si, -0.0583, -0.0283, 0.0297
Si, 0.0008, 0.0098, -0.0064
Si, 0.0232, 0.0282, 0.0208
Si, -0.0121, -0.0161, 0.0058
Si, -0.0098, 0.0123, -0.0636
Si, 0.012, -0.0181, 0.024
Si, -0.0145, -0.0103, -0.0005
Si, -0.0008, 0.0156, -0.0159
Si, -0.002, 0.0369, 0.0255
Si, 0.0132, 0.0071, 0.0074
Si, -0.0023, -0.0249, 0.0048
Si, -0.0416, 0.0487, -0.0507
Si, 0.0759, 0.0097, 0.0189
Si, 0.0202, -0.0505, -0.0176
Si, -0.0111, 0.0163, -0.0371
Si, 0.0086, 0.01, -0.0572
Si, 0.0042, -0.011, -0.1086
Si, -0.0415, 0.0137, -0.044
Si, 0.0972, -0.1862, -0.0712
O, 0.0033, 0.0066, 0.0042
O, 0.0159, -0.0146, 0.005
O, -0.0028, 0.0268, 0.0113
O, -0.0633, 0.0786, -0.0057
O, 0.0288, 0.0092, 0.0131
O, 0.0045, -0.0313, 0.0125
O, 0.0058, -0.0104, 0.0002
O, 0.0103, -0.0178, -0.006
O, 0.0566, -0.0265, 0.0701
O, -0.012, 0.0093, 0.0393
O, 0.0015, -0.0459, 0.0532
O, 0.1711, 0.0568, 0.6791
O, 0.0422, -0.0293, 0.0595
O, -0.0164, 0.0266, 0.0456
O, 0.0127, -0.0138, 0.0296
O, -0.0015, -0.0096, 0.0897
O, 0.004, -0.003, -0.0246
O, -0.0066, 0.0076, -0.046
O, -0.0071, 0.0124, -0.0612
O, -0.0102, 0.0128, -0.0288
O, 0.0118, -0.0051, -0.0124
O, -0.0213, 0.0085, -0.0376
O, 0.0131, -0.0005, -0.0348
O, 0.011, -0.0189, -0.0318
Si, -0.0267, -0.0028, -0.0456
Si, -0.0212, 0.0201, -0.0256
Si, 0.0061, 0.0032, 0.0272
Si, -0.0019, 0.0022, 0.0196
Si, -0.0028, 0.0032, 0.0409
Si, 0.0096, 0.0042, 0.0371
Si, 0.0058, -0.0069, 0.0368
Si, 0.0061, -0.0144, 0.0331
Si, -0.0006, -0.0034, 0.0429
Si, 0.0027, 0.0028, 0.0532
Si, 0.0006, -0.0083, 0.0342
Si, 0.0939, 0.1915, -0.0854
Si, -0.2061, 0.0657, -0.1012
Si, -0.0077, 0.0058, 0.0153
Si, 0.0289, -0.0233, 0.0472
Si, 0.0058, 0.0124, 0.0206
Si, 0.0043, -0.0004, 0.0383
Si, 0.0163, 0.0137, 0.0349
Si, -0.0028, 0.0257, 0.0136
Si, -0.0061, 0.0005, 0.0196
Si, -0.0069, 0, 0.0302
Si, -0.0051, 0.0087, 0.0086
Si, -0.0035, 0.0043, 0.0413
Si, 0.0002, 0.0034, 0.0406
Si, -0.0101, 0.0038, 0.0457
Si, 0.0025, -0.0086, 0.0437
Si, 0.0024, 0.0021, 0.0401
Si, -0.0019, -0.0093, 0.0009
Si, 0.0014, -0.0055, 0.0282
Si, -0.0036, -0.0002, 0.0219
Si, 0.0012, -0.0075, 0.0333
Si, 0.0092, -0.0158, -0.0279
Si, -0.0047, 0.0109, 0.0516
Si, 0.0041, -0.0056, 0.0428
Si, -0.1734, 0.334, -0.72
Si, 0.0252, -0.0226, -0.0401
O, -0.0139, -0.0146, 0.0125
O, -0.0149, -0.0089, -0.0194
O, 0.0169, -0.0493, 0.0049
O, 0.0029, 0.0036, -0.0141
O, 0.0002, 0.0002, -0.0149
O, -0.0005, -0.0036, -0.0133
O, -0.0062, 0.005, -0.0117
O, 0.0559, -0.03, -0.0046
O, -0.0029, 0.0217, -0.0323
O, -0.0071, 0.0122, 0.0194
O, 0.0025, -0.005, -0.033
O, -0.0034, -0.0048, -0.0182
O, -0.0112, 0.0083, -0.0334
O, -0.0016, 0.0065, -0.0252
O, 0.0007, 0.0021, -0.0122
O, -0.0488, -0.0268, -0.0167
O, 0.0023, 0.0019, -0.0202
O, -0.0027, 0.0052, -0.0196
O, 0.0021, -0.0005, -0.0148
O, 0.0042, 0.0228, -0.0126
O, -0.0006, 0.0008, -0.0142
O, 0.0035, 0.0026, -0.0152
O, -0.0031, 0.0028, -0.0154
O, 0.0008, 0.0018, -0.02
O, -0.001, 0.0025, -0.0139
O, -0.005, 0.0014, -0.0185
O, 0.0304, -0.0068, 0.0033
O, -0.0034, -0.0029, 0.0022
O, -0.0017, 0.0019, -0.0119
O, 0, 0.0052, 0.0077
O, -0.0063, 0.0026, -0.0115
O, 0.1761, -0.1423, 0.1813
O, -0.0012, -0.0034, -0.0185
O, -0.0066, -0.0052, -0.0232
O, 0.0155, 0.0004, -0.0248
O, 0.004, -0.0075, -0.0262
O, -0.0013, 0.001, -0.0187
O, -0.0012, 0.0039, -0.0132
O, 0.0068, -0.0004, -0.0223
O, -0.0034, -0.0067, -0.0111
O, -0.0002, -0.0033, -0.0132
O, 0.0042, -0.0029, -0.0166
O, 0.0038, 0.0017, -0.0121
O, 0.0012, -0.0015, -0.0295
O, 0.001, 0.002, -0.0028
O, -0.0019, -0.0015, -0.0223
O, -0.0023, 0.0016, -0.0137
O, 0.0037, 0.0033, -0.0175
O, -0.0033, 0.0044, -0.0243
O, -0.0146, -0.0042, -0.0208
O, -0.006, -0.0031, -0.0129
O, -0.0013, -0.0022, -0.001
O, -0.0009, 0.0064, -0.0258
O, 0.0029, -0.0096, -0.004
O, -0.001, 0.0008, -0.021
O, -0.0093, -0.0022, -0.0356
O, -0.0015, -0.0026, -0.0142
O, -0.0112, 0.0328, 0.0151
O, 0.0012, -0.0018, -0.0172
O, 0.0005, -0.0371, 0.0185
O, -0.1855, -0.2762, 0.0695
O, 0.016, -0.0089, -0.0032
O, 0.0062, -0.0057, -0.0275
O, 0.0002, -0.0081, -0.023
H, -0.0009, 0.0007, 0.0045

The program warned: the cutoff lies below the one the program advises for these potential files; the exchange-correlation potential is rough where the density is thin.
